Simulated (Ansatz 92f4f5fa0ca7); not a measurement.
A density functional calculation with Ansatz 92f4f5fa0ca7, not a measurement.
Periodic cell of 234 atoms, Si146O88, from a study of silicon, its oxide and their interface. The atomic structure is a simulated model.
Doubt: the cutoff is far below the 930 eV that the study's wrapper takes by default for these files, so forces and energies are approximate.

Settings: functional PBE; potential files Ansatz PAW; basis plane waves; wave-function cutoff 580 eV; density cutoff ratio 5; exchange-correlation grid ratio 1; k mesh 1 x 1 x 1, Gamma-centred; self-consistency stop 5e-08 eV per atom in the density residual; occupations fixed; spin none; net charge 0.

Cell vectors (angstrom)
a 11.6015 0 0
b 0 10.938 0
c 0 0 32.851

Atoms and the computed forces on them: element, x, y, z (angstrom), force x, y, z (eV/angstrom)
Si -0.2064 0.0647 23.9604 -0.2581 -0.1992 -0.3828
Si 3.8809 0.1209 24.0094 -0.0458 -0.2867 -0.2746
Si 7.7988 -0.0433 24.3782 0.046 -0.3616 0.0007
Si 1.8503 1.3172 23.9481 0.0954 0.3771 -0.2678
Si 5.9211 1.3392 24.0724 0.1575 0.177 -0.2598
Si 9.563 1.4758 24.2748 -0.1478 0.2676 -0.0827
Si 0.2648 5.5898 24.0577 0.0836 -0.1772 -0.3107
Si 3.858 5.4868 24.3393 -0.088 -0.2315 -0.0895
Si 7.8165 5.421 24.1269 0.0432 -0.4043 -0.2999
Si 2.1196 7.0471 24.1608 0.1896 0.2555 -0.2302
Si 5.8646 6.6819 23.9963 -0.1001 0.0633 -0.5819
Si 9.7732 6.7177 24.1046 0.0686 0.2681 -0.1734
Si 1.9195 2.6556 26.0085 -0.025 0.2201 -0.0073
Si 5.8396 2.6973 26.0438 -0.0172 0.2273 0.1163
Si 9.7348 2.8606 26.1254 -0.1106 0.1794 0.0957
Si 0.0996 4.2028 26.0145 -0.0239 -0.1986 0.2236
Si 3.8777 4.0471 26.1686 0.0493 -0.2141 0.1403
Si 7.7458 4.1426 26.1045 0.0646 -0.2692 0.1228
Si 1.9671 8.3707 26.0511 0.0233 0.2243 0.176
Si 5.7982 8.1694 25.9227 -0.0439 0.1461 0.1861
Si 9.7452 8.0994 26.0693 -0.0173 0.2429 0.1034
Si -0.029 9.6581 25.9661 0.0003 -0.2218 0.1783
Si 3.9365 9.6946 25.9912 -0.0087 -0.174 0.1499
Si 7.773 9.4487 26.1795 -0.0085 -0.1602 -0.0282
Si -0.0079 -0.0064 27.9898 0.0346 0.1058 -0.048
Si 3.8991 0.0045 28.0099 0.0281 0.1651 -0.0894
Si 7.7615 -0.0126 28.0297 -0.0052 0.0661 -0.0101
Si 1.9367 1.3544 28.0043 -0.0041 -0.082 -0.1181
Si 5.8351 1.3667 28.01 -0.0579 -0.1065 -0.0202
Si 9.6863 1.3922 28.0051 0.0647 -0.075 -0.0158
Si 0.0562 5.4797 28.014 -0.0233 0.0958 -0.0487
Si 3.8641 5.4753 28.0448 0.0025 0.066 -0.0458
Si 7.7278 5.4997 28.04 -0.0143 0.1309 -0.187
Si 1.9569 6.8982 27.9752 -0.0134 -0.0535 -0.0361
Si 5.7831 6.8664 27.9605 0.0181 -0.1213 -0.0565
Si 9.7063 6.817 28.0452 0.0144 -0.1374 -0.1143
Si 1.9336 2.7345 29.9517 -0.021 -0.0394 -0.1204
Si 5.8008 2.7345 29.9517 0.0822 0.0531 -0.1019
Si 9.6679 2.7345 29.9517 -0.006 0.0499 -0.0358
Si 0 4.1018 29.9517 0.144 -0.0025 -0.0935
Si 3.8672 4.1018 29.9517 -0.0545 0.0272 0.1732
Si 7.7343 4.1018 29.9517 -0.0486 0.0197 0.0491
Si 1.9336 8.2035 29.9517 0.0484 0.0986 -0.078
Si 5.8008 8.2035 29.9517 -0.0646 0.0598 -0.2949
Si 9.6679 8.2035 29.9517 0.0483 0.0649 0.0903
Si 0 9.5708 29.9517 -0.0236 -0.0225 -0.1807
Si 3.8672 9.5708 29.9517 0.0118 -0.0224 -0.0342
Si 7.7343 9.5708 29.9517 0.0619 -0.0021 0.1493
Si 0 0 31.8853 0.0084 0.0752 -0.0382
Si 3.8672 0 31.8853 -0.0042 0.1247 0.0066
Si 7.7343 0 31.8853 -0.0101 0.0207 0.0302
Si 1.9336 1.3673 31.8853 0.0188 -0.0286 -0.0494
Si 5.8008 1.3673 31.8853 -0.0127 -0.0836 0.0212
Si 9.6679 1.3673 31.8853 -0.0081 -0.0529 0.023
Si 0 5.469 31.8853 0 0.0484 -0.0104
Si 3.8672 5.469 31.8853 0.001 -0.008 0.027
Si 7.7343 5.469 31.8853 0.0195 0.0446 0.0008
Si 1.9336 6.8362 31.8853 -0.0037 -0.0799 -0.0299
Si 5.8008 6.8362 31.8853 0.0153 -0.104 -0.0154
Si 9.6679 6.8362 31.8853 0.0058 -0.0802 0.0297
Si 1.9336 2.7345 0.9679 -0.0415 0.0442 -0.1225
Si 5.8008 2.7345 0.9679 0.0038 0.0051 0.0668
Si 9.6679 2.7345 0.9679 0.0569 0.0491 0.1202
Si 0 4.1018 0.9679 -0.0371 0.0111 -0.0535
Si 3.8672 4.1018 0.9679 0.069 0.0116 0.1052
Si 7.7343 4.1018 0.9679 -0.089 -0.0124 0.0764
Si 1.9336 8.2035 0.9679 0.0451 0.0429 0.0115
Si 5.8008 8.2035 0.9679 -0.0328 0.1 -0.1123
Si 9.6679 8.2035 0.9679 -0.0888 0.0323 0.1163
Si 0 9.5708 0.9679 -0.047 -0.0461 -0.0534
Si 3.8672 9.5708 0.9679 0.0193 -0.0671 0.1212
Si 7.7343 9.5708 0.9679 0.0512 -0.0064 0.0735
Si -0.0079 -0.0234 2.9066 -0.0041 0.093 0.029
Si 3.855 -0.0057 2.9226 -0.004 0.1631 0.0819
Si 7.7549 -0.0018 2.9091 0.0178 0.1124 0.043
Si 1.9226 1.3575 2.8732 0.0726 -0.1178 0.0459
Si 5.8074 1.3534 2.9075 0.039 -0.1145 0.1716
Si 9.6729 1.3841 2.9228 -0.0734 -0.1089 0.1123
Si -0.019 5.4964 2.8799 -0.0516 0.1175 0.1554
Si 3.881 5.4641 2.9147 -0.0374 0.0733 0.0396
Si 7.6944 5.4635 2.9113 -0.027 0.0766 0.0452
Si 1.9445 6.8326 2.8979 0.0111 -0.1212 0.0753
Si 5.7901 6.8764 2.9085 0.0091 -0.0823 0.0209
Si 9.6223 6.8413 2.9219 0.0135 -0.1375 0.093
Si 1.9167 2.7491 4.7683 -0.1133 0.1531 -0.0568
Si 5.7826 2.6384 4.9136 -0.1157 0.2246 -0.0824
Si 9.6165 2.7776 4.8706 -0.0623 0.2526 -0.1029
Si -0.0204 4.1228 4.8025 0.0609 -0.2458 -0.0473
Si 3.9038 4.068 4.8459 0.0715 -0.2584 -0.1439
Si 7.6955 4.1504 4.8956 0.015 -0.1255 -0.0936
Si 1.9741 8.1303 4.8799 -0.1154 0.1198 -0.1098
Si 5.7924 8.3362 4.7957 0.0339 0.2211 -0.1232
Si 9.6122 8.1357 4.9277 -0.065 0.2118 -0.2114
Si -0.0339 9.4438 4.7814 0.1534 -0.1962 -0.0103
Si 3.8103 9.6468 4.9353 0.1289 -0.2875 -0.2269
Si 7.7589 9.6774 4.9201 0.0378 -0.1408 -0.1609
Si -0.2181 -0.0083 6.5463 -0.2253 -0.2778 0.0622
Si 3.5769 -0.0205 6.9547 -0.4632 -0.1632 0.2378
Si 7.6456 0.1211 6.9027 -0.1629 -0.3858 0.3165
Si 1.7132 1.3354 6.6293 0.0993 0.2439 0.0437
Si 5.6242 1.3121 6.9643 0.2663 0.3913 0.2468
Si 9.6387 1.4795 6.8448 0.443 0.2706 0.0516
Si 0.0669 5.4246 6.7681 0.033 -0.2524 0.0899
Si 4.1156 5.4188 6.7629 -0.0207 -0.2097 0.1934
Si 7.7278 5.5767 6.8431 -0.143 -0.2042 0.0946
Si 2.0915 6.6142 6.7418 0.1606 0.1407 0.2677
Si 5.859 6.9742 6.6575 0.209 0.3858 0.1009
Si 9.795 6.8088 6.9169 0.1608 0.2572 0.4353
O 5.8254 2.32 8.2993 -0.079 -0.2391 -0.2379
O 2.303 7.3999 8.185 -0.0496 -0.0215 -0.1764
O 5.7805 7.9567 8.0227 -0.1104 -0.0502 -0.185
O 11.6387 4.5522 8.1983 -0.0158 0.1312 -0.2388
O 7.5708 9.9995 8.2098 0.1826 0.1904 -0.3242
O 10.1637 7.7118 8.3005 -0.1729 -0.3079 -0.3637
O 2.8631 10.0051 8.2112 0.274 0.2624 -0.3239
O 10.3169 2.2498 8.2163 -0.2126 -0.1102 -0.2748
O 7.2799 4.5902 8.1293 0.2119 0.066 -0.2222
O 4.546 4.6289 8.2017 -0.0981 0.0871 -0.2714
O -0.6087 10.2174 8.0081 -0.0895 -0.0223 0.0254
O 1.4565 2.2989 7.9689 -0.0163 -0.0226 -0.1651
O 2.4489 7.8352 22.6943 -0.1188 -0.1587 0.3423
O 1.9198 2.2856 22.5675 -0.0631 -0.2661 0.339
O 6.4053 2.2011 22.6967 -0.2685 -0.1563 0.36
O 3.9107 10.0806 22.6558 0.0408 0.232 0.3955
O 5.8707 7.2043 22.3884 0.1016 -0.1123 0.5958
O 8.1124 9.9718 23.009 -0.0487 0.0275 0.1742
O 3.4506 4.388 23.1432 0.0628 0.0254 0.0747
O 9.6587 7.7511 22.8086 0.0168 -0.2166 0.2027
O 0.7297 4.6481 22.7293 -0.1521 0.1225 0.2772
O 7.7524 4.5134 22.7104 -0.0398 0.1756 0.2783
O -0.7985 10.1279 22.6088 0.3223 0.1853 0.3618
O 9.1397 2.2682 22.8483 0.1233 -0.0528 0.1661
Si 2.2488 8.7473 9.068 0.0338 -0.2437 0.4934
Si 3.1398 10.119 16.8313 -0.0451 0.0215 0.0639
Si 1.5197 -1.1116 19.2969 -0.0904 -0.0115 -0.3692
Si 7.5909 4.0415 13.9739 0.0831 -0.0741 0.1331
Si 3.1451 8.9771 21.7438 -0.0144 -0.0545 -0.3594
Si 3.449 12.8904 15.5473 0.0241 -0.0192 -0.1023
Si 9.4216 9.2796 22.314 -0.2472 0.1054 -0.343
Si -2.8004 1.9684 12.4201 0.0074 0.0279 0.0851
Si 11.7358 2.9869 8.6396 0.0925 -0.0281 0.3558
Si 2.1308 3.8841 22.3169 0.1313 0.1661 -0.2539
Si 13.6733 6.8021 15.1328 -0.0611 -0.0379 0.0928
Si 4.656 4.3713 17.2719 0.007 -0.1098 0.0613
Si 8.6082 8.6238 11.1196 -0.2046 0.0259 0.3444
Si 6.3359 9.7077 12.8419 -0.0091 -0.0303 0.0092
Si 10.8474 11.8389 18.4146 -0.0111 0.0925 -0.0364
Si 0.266 13.3657 15.8971 -0.0935 -0.1267 0.0073
Si 8.414 8.0088 19.7484 0.0418 -0.2577 -0.1955
Si 5.4451 7.2804 20.8147 0.0612 -0.1363 -0.4227
Si -0.7874 9.0017 9.0683 -0.0007 0.2039 0.1824
Si 9.2195 17.4765 13.416 -0.0693 -0.0446 0.0224
Si 3.3262 16.075 19.7419 -0.0008 0.0739 -0.2634
Si 7.7163 4.2529 17.185 0.0694 0.0104 -0.0736
Si 9.8256 16.5618 18.8466 0.0422 -0.0511 -0.0171
Si 6.5672 8.9878 9.004 -0.0591 -0.109 0.381
Si 4.3103 9.551 10.9578 -0.0345 -0.0372 0.4587
Si -0.5648 0.583 13.5157 -0.0451 0.0871 0.0337
Si 1.1252 6.8789 18.2504 -0.1601 -0.0365 0.0001
Si 12.0759 9.237 15.2056 -0.0571 0.0524 0.0538
Si -2.5962 2.8822 19.4262 0.2702 0.0548 -0.2332
Si 4.3815 11.9535 12.6261 0.0785 -0.0629 0.0135
Si 11.8016 4.816 14.0779 -0.065 -0.1252 -0.024
Si 6.1352 3.0516 11.6464 -0.0208 -0.2878 0.267
Si 7.4118 8.2841 15.3196 -0.0099 0.076 -0.0917
Si 5.9236 3.895 8.7332 -0.086 0.1702 0.3561
Si 4.645 7.3558 16.1657 0.0559 0.0295 -0.0243
Si 11.5264 2.7672 11.7094 -0.2866 -0.1116 0.3561
Si 7.784 2.9554 22.2259 0.1575 0.016 -0.423
Si 9.5065 -1.5347 17.0595 0.014 0.046 0.0472
O -0.1439 13.0143 17.4398 0.0505 0.0324 -0.0459
O 11.978 1.3341 12.3945 0.0013 0.0214 -0.0711
O 2.8037 10.3 18.4137 0.0499 -0.0185 0.0171
O 12.1113 2.951 10.2297 -0.0033 0.0181 -0.4686
O 10.6955 5.9903 13.8268 0.0054 0.0111 0.0139
O 6.0865 4.0381 10.3608 -0.0398 0.057 -0.3637
O 19.3573 -1.2618 12.0479 0.1492 -0.0468 -0.1269
O 13.2883 17.7007 16.7289 0.0541 -0.0073 -0.0415
O 3.6547 7.1451 14.8615 0.0418 -0.0041 -0.0374
O 12.7125 7.9353 14.4928 0.0241 0.0045 -0.0793
O 2.5202 4.1847 20.7771 -0.1279 -0.102 0.3047
O 8.2479 5.2729 13.1516 0.0041 0.0335 -0.0378
O 8.349 2.9132 17.9062 -0.0309 -0.0171 0.0924
O 7.5075 8.0996 10.0209 -0.0878 -0.0613 -0.2264
O 6.2054 14.7161 13.1306 -0.021 0.0487 -0.0843
O 8.9843 9.1631 20.7407 0.2058 0.1864 0.3607
O 6.4715 19.9957 14.2841 -0.0203 -0.0189 0.062
O 6.7838 7.727 19.926 -0.1532 -0.0149 0.1659
O 10.834 8.8752 16.2309 0.038 -0.0134 -0.035
O 7.867 2.8912 20.5891 -0.1335 0.0198 0.3881
O 11.2775 6.1352 18.3273 0.0321 -0.009 -0.0229
O 8.5765 7.3683 14.657 0.0257 0.0226 0.033
O 8.5228 2.7177 13.8451 0.0041 -0.0176 -0.0547
O 7.4276 2.0095 11.5364 -0.0627 0.0606 -0.0657
O 4.2702 8.4086 20.6964 -0.1314 0.1077 0.1388
O 9.9444 12.5089 19.5887 -0.0666 0.0173 0.0174
O 11.9959 3.9494 12.7165 0.0369 0.0309 -0.0442
O -0.0725 10.0324 13.886 0.0323 -0.0386 -0.0024
O 2.2365 -4.684 19.252 0.1678 -0.0924 0.1172
O 4.7037 5.8894 20.2806 0.0687 0.0572 0.1866
O 12.5056 8.4316 18.699 0.0307 0.0727 0.1123
O 9.1815 6.5876 19.9942 -0.0374 0.0897 0.0927
O 3.7091 4.0691 18.5602 -0.0045 0.0858 0.0548
O 6.2885 7.3814 16.1022 -0.094 -0.0323 0.0199
O -1.5968 15.1113 19.5617 -0.0957 -0.0582 0.0387
O 6.204 4.3139 17.7597 -0.0594 0.0377 0.0529
O 3.6471 12.5644 13.9439 -0.0322 0.0469 0.0811
O -1.7524 9.3533 10.3519 0.1878 0.0249 -0.2868
O 4.3623 5.9489 16.954 0.011 0.0916 -0.0261
O 8.1855 -1.4731 16.1163 -0.0245 -0.0291 -0.0394
O 9.2238 7.4301 12.0508 0.0411 0.05 -0.0946
O 1.6806 5.416 14.3957 0.0668 0.0253 -0.0205
O 4.3291 3.2409 16.1055 -0.0355 -0.0369 -0.0553
O -0.218 14.8538 15.3959 0.0095 0.0075 -0.0034
O -1.7042 13.7432 11.5499 0.0887 0.0002 -0.0406
O 9.5123 0.5641 12.8911 0.0231 0.0659 -0.0229
O 5.4276 9.8929 9.7885 0.0664 0.0875 -0.2526
O 8.7327 5.4792 17.6073 -0.061 -0.0417 -0.0001
O -0.5143 12.3145 14.9353 0.024 0.0182 0.0077
O 13.3065 -0.9604 16.0165 0.0029 -0.0022 -0.0661
O 4.1366 -2.1287 16.7609 -0.0084 -0.038 -0.004
O 3.1634 8.5627 10.4117 -0.1259 -0.0066 -0.3549
O 3.5906 10.8593 11.6807 0.0763 -0.0796 -0.1017
O 0.7264 8.8333 9.6522 -0.0006 0.0042 -0.1056
O 1.8798 13.2469 15.7634 0.056 0.0252 0.0087
O 8.9675 8.4493 18.2703 -0.0233 0.0073 0.0639
O 3.8637 11.4953 16.3173 -0.0164 -0.0068 0.0409
O 1.9665 -1.2789 20.845 0.0059 0.0421 0.2885
O 9.85 10.9005 17.5476 -0.0043 -0.0441 -0.0084
O 5.186 -2.1417 12.1134 -0.0475 0.114 -0.1554
O 4.7272 2.2402 11.6167 0.0857 0.0912 -0.0328
O 5.7895 11.2286 13.0736 0.0014 -0.0205 -0.002
O 7.5054 4.3008 15.568 -0.0253 -0.0327 -0.045
O 11.9871 0.0412 19.1717 0.0764 -0.0734 0.1023

Results
free energy: -142856.723 eV
free energy less fixed offsets of O -568.88, Si -635.61 eV per atom: 3.777 eV

The program warned: the cutoff lies below the one the program advises for these potential files; the forces do not sum to zero within the program's tolerance; the exchange-correlation potential is rough where the density is thin.
